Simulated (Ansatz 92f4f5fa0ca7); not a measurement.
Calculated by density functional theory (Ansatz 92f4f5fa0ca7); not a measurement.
Periodic cell of 122 atoms, Si78O44, from a study of silicon, its oxide and their interface. The atomic structure is a simulated model.

Settings: functional r2SCAN; potential files Ansatz norm-conserving; basis plane waves; wave-function cutoff 1300 eV; density cutoff ratio 4; exchange-correlation grid ratio 1; k mesh 2 x 2 x 1, shifted by 0.5 0.5 0.5 of a step; self-consistency stop 5e-08 eV per atom in the density residual; occupations Fermi-Dirac, 0.05 eV; spin none; net charge 0.

Cell vectors (angstrom)
a  10.9176  -0.0709  0.0493
b  -0.0709  10.9694  0.0243
c  0.0823  0.0406  18.2406

Atoms: element, x, y, z (angstrom)
Si  -0.5484  -0.7786  -0.4793
Si  1.9751  2.5653  0.3439
Si  0.48  4.0811  -0.6566
Si  2.3021  6.4878  -1.2616
Si  4.9508  -0.8045  -0.3768
Si  7.6598  2.456  -0.4959
Si  5.007  5.1779  -0.3581
Si  7.6479  8.5236  -0.6882
Si  1.2297  1.1567  1.9551
Si  3.8737  3.8486  1.2756
Si  2.0269  7.4222  1.7224
Si  3.6048  9.2351  1.5357
Si  6.6851  1.2994  1.3744
Si  9.7783  4.1438  1.2934
Si  7.0124  7.1713  1.4087
Si  10.361  10.3117  1.9086
Si  -0.0637  2.8149  2.7393
Si  2.8582  -0.0264  3.0281
Si  0.1312  8.3433  2.9108
Si  2.8431  5.4614  2.6366
Si  5.4144  2.7225  2.7492
Si  8.4048  0.209  2.8417
Si  5.4588  8.2366  2.7044
Si  8.3998  5.6687  2.6085
Si  1.4013  4.0893  4.0575
Si  4.2814  1.328  4.222
Si  1.3758  9.7369  4.4241
Si  4.1434  6.6275  4.0295
Si  6.767  4.2186  4.0508
Si  9.5152  1.6103  4.3907
Si  6.8675  9.6155  4.0974
Si  9.7285  6.7953  4.185
Si  -0.2115  0.0347  5.5132
Si  2.7822  2.671  5.4981
Si  -0.0065  5.29  5.4605
Si  2.8175  7.9579  5.4168
Si  5.46  -0.2132  5.6472
Si  7.8929  2.7255  5.5347
Si  5.4032  5.2521  5.5159
Si  8.0805  8.0756  5.5756
Si  1.3719  1.1287  6.8389
Si  3.9538  4.0153  6.9474
Si  1.3023  6.696  6.866
Si  4.138  9.1933  6.9822
Si  6.4101  1.5033  6.7596
Si  9.5347  3.7963  6.9248
Si  6.3317  7.0431  6.9065
Si  9.4042  9.5232  6.9161
Si  -0.0663  2.9047  8.6412
Si  2.1376  -1.4863  8.2207
Si  -0.0456  8.3226  8.1167
Si  2.6226  5.3838  8.4647
Si  5.3395  2.9057  8.4953
Si  8.0186  0.154  7.9242
Si  5.4916  8.0981  8.7504
Si  6.9279  4.1787  9.5842
Si  1.0442  4.4127  9.8703
Si  2.9391  1.933  13.2642
Si  1.9886  8.2784  10.472
Si  3.8666  6.7272  10.0437
Si  7.8156  6.0052  8.4062
Si  8.5876  1.682  9.5913
Si  7.1553  9.533  9.5443
Si  8.8302  7.8692  9.5616
Si  3.2066  0.8207  16.1339
Si  -0.8585  0.8705  13.0947
Si  4.8009  2.3892  11.5675
Si  12.1941  10.0362  12.8566
Si  -0.8398  1.7136  16.1303
Si  7.3865  11.6799  11.5503
Si  5.696  4.609  11.603
Si  7.0653  4.8787  13.571
Si  11.8772  14.1418  12.7355
Si  12.4099  -1.9763  15.674
Si  -0.4219  6.5322  11.4203
Si  6.8078  4.2445  16.4308
Si  8.4421  -4.4164  15.3478
Si  10.0823  5.3251  13.4468
O  1.3818  5.1078  -1.5118
O  2.1742  -0.55  -2.4389
O  2.5772  1.5669  -0.7855
O  -0.7153  0.8579  -3.5568
O  1.6612  7.1318  0.1142
O  -0.2071  0.7099  -1.0489
O  5.6273  11.1308  0.7465
O  3.8796  5.9821  -1.1491
O  5.9947  6.1099  0.5993
O  6.0428  -1.9851  -0.7823
O  11.2023  -1.9406  -1.3684
O  15.4169  -0.1844  -1.6857
O  8.005  7.9504  -2.1245
O  7.0312  -0.8911  -7.1593
O  8.6901  9.7477  -0.512
O  1.1292  -1.9248  14.017
O  -4.7789  1.6283  12.045
O  2.1347  11.454  13.1159
O  4.4803  2.049  9.9045
O  9.8516  17.276  14.8479
O  -2.6927  3.3053  9.7203
O  1.2573  13.3965  7.8647
O  7.9065  5.4754  16.5235
O  10.2448  1.5014  9.4307
O  0.4955  4.4433  13.6629
O  8.8216  5.1292  7.5844
O  13.0317  9.562  11.5618
O  9.1774  7.2576  11.0984
O  12.6944  11.0275  8.1937
O  -2.458  0.8326  12.6928
O  -2.2758  4.499  13.3384
O  2.1969  7.6669  15.8527
O  -0.194  5.4212  10.2947
O  4.6556  5.797  11.2193
O  10.7794  -7.9048  16.4675
O  11.7364  7.5211  11.6061
O  7.2766  6.3819  14.2295
O  1.7474  3.8335  11.2905
O  3.3757  12.8243  14.9452
O  8.7065  3.355  18.7239
O  6.4658  4.0169  14.8274
O  10.6551  10.4518  12.4963
O  10.7302  2.1368  12.5022
O  8.4792  1.6504  16.5367

Results
free energy: -29597.157 eV
free energy less fixed offsets of O -463.61, Si -117.95 eV per atom: 1.783 eV
pressure: -1.48 GPa
stress xx, yy, zz, yz, xz, xy (GPa, positive in tension): 1.39, 0.52, 2.52, -1.2, -1.9, 0.68

Forces (eV/angstrom), in the order of the atoms: element, x, y, z
Si  -0.376  -1.0274  -0.3174
Si  1.0151  0.1928  0.0123
Si  -0.3878  -1.2187  -0.0559
Si  -0.558  -0.806  1.1544
Si  1.6038  -1.7757  1.6688
Si  -0.7686  -0.0168  -0.2301
Si  1.9325  -0.7864  0.6956
Si  -2.6164  0.8072  1.8242
Si  -0.769  -1.0977  0.0551
Si  -0.3022  -0.2774  -0.0194
Si  -0.7815  0.4414  -1.2079
Si  0.2999  0.1819  0.1621
Si  0.8977  -0.2563  -0.613
Si  -0.4181  0.7031  -0.8235
Si  0.1646  -0.7559  -2.2278
Si  0.2751  -0.3198  -0.5603
Si  -0.0011  0.3677  1.9336
Si  0.2558  -0.2538  -0.3411
Si  0.9947  0.7771  -0.0117
Si  -0.8158  -1.0818  0.2186
Si  0.1673  0.3015  -0.2999
Si  -0.7715  -0.1607  -0.3441
Si  -0.3996  0.7006  1.1995
Si  -0.1383  -0.3611  0.6883
Si  0.5298  0.3019  -0.0635
Si  -0.3744  -0.2856  0.3975
Si  0.395  -1.3291  0.0228
Si  1.2549  0.5467  0.4838
Si  1.5423  -0.5293  -1.092
Si  -0.1189  -0.653  -1.1664
Si  0.169  -0.3338  0.4171
Si  -1.2247  -0.0454  0.644
Si  0.5984  0.2962  0.2481
Si  -0.413  -1.3051  -0.7791
Si  0.4887  -0.1175  0.2777
Si  -0.6479  0.6308  0.9627
Si  -0.5209  0.3103  -1.148
Si  0.5742  0.9976  0.1344
Si  -0.9716  1.9438  1.0963
Si  -0.2085  0.6808  -0.5535
Si  1.4279  0.0482  0.921
Si  -0.1074  0.4077  0.9362
Si  -0.1764  -0.0537  0.3344
Si  -0.5272  -0.7644  0.6596
Si  0.5459  -0.6984  1.8222
Si  -0.3425  1.0117  -0.4713
Si  1.5465  -1.3118  -0.8909
Si  -0.6934  0.3113  -0.691
Si  1.4814  -0.7978  -1.388
Si  -0.8642  -0.069  0.6327
Si  0.1447  -0.0535  -0.2027
Si  0.3841  0.7188  -0.9032
Si  -1.3297  -1.7319  0.7989
Si  -0.689  -0.1335  0.1855
Si  -1.8584  0.6328  -0.2877
Si  -1.1587  1.7678  0.7083
Si  0.0099  0.0702  1.0122
Si  -0.03  -0.4819  0.8925
Si  0.4733  1.4657  2.2232
Si  0.2893  0.0659  0.2223
Si  -1.48  1.4118  0.4511
Si  0.046  -2.9691  0.9953
Si  0.5232  0.2811  0.3233
Si  0.7781  -1.1468  0.2749
Si  -0.2417  -2.0054  0.5322
Si  -1.368  -0.0679  -1.1493
Si  -0.3195  -0.1301  -0.3691
Si  0.3315  -0.1526  -0.1422
Si  -0.9835  -1.5765  -0.5446
Si  -0.8072  0.4848  -1.1267
Si  0.5794  -0.9901  -0.0157
Si  0.1117  0.2261  0.138
Si  1.8626  0.1315  1.1868
Si  -0.6682  0.8055  -0.362
Si  0.5085  0.7033  1.5792
Si  -1.2088  0.4654  0.9021
Si  0.3211  0.8038  1.843
Si  -0.2898  -0.0376  1.3778
O  0.7022  1.6758  -0.2276
O  0.9815  1.6851  0.262
O  1.1936  -0.9807  -2.0804
O  -0.203  1.392  1.3046
O  0.6407  -0.5519  -0.3425
O  0.0017  -0.8475  0.4777
O  -0.4192  -0.0003  -0.3051
O  -2.4436  1.6592  -0.7634
O  -0.6259  -0.3883  -0.464
O  1.4255  0.4336  -0.0709
O  -0.5953  0.2872  -0.2369
O  -0.8023  1.8156  -0.2435
O  0.908  -1.5061  -1.4302
O  -0.3855  0.5505  -0.2492
O  0.0294  0.383  -0.2442
O  0.3954  0.5372  0.5208
O  0.2661  -0.6425  -0.9349
O  -0.1924  -0.2457  0.4821
O  1.3471  1.3225  -0.3248
O  -1.3908  -0.3804  -0.5487
O  1.2362  0.2569  -0.2098
O  -1.8764  0.7951  0.3144
O  0.9938  -0.3006  -0.2788
O  -0.6623  0.9147  0.6867
O  -0.8037  -0.0963  -0.8561
O  1.9625  -1.2588  -0.848
O  0.2709  -1.512  -1.1148
O  -1.4199  1.2002  -0.8732
O  0.139  -0.1139  -0.8686
O  2.1476  -0.0866  1.8195
O  1.2727  0.2053  -0.4592
O  0.6309  -0.6723  0.226
O  0.8208  -0.4201  -0.607
O  -0.9033  1.1883  -0.6833
O  0.5247  1.6615  -0.077
O  0.612  -0.7162  -1.9555
O  -0.742  0.1907  -1.6036
O  -1.3475  0.3451  -0.74
O  -0.3322  -0.0663  -1.2819
O  0.4095  -0.0087  0.0756
O  -0.117  -0.424  0.1751
O  0.1189  0.5755  0.2253
O  -0.3653  0.0729  -0.4332
O  0.7968  0.0441  -0.0686
